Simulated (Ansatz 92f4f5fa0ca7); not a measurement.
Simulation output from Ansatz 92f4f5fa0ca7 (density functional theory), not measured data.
Periodic cell of 256 atoms, Si144O112, from a study of silicon, its oxide and their interface. The atomic structure is a simulated model.

Settings
functional: r2SCAN
potential files: Ansatz norm-conserving
basis: plane waves
wave-function cutoff: 1300 eV
density cutoff ratio: 4
exchange-correlation grid ratio: 1
k mesh: 2 x 2 x 1, shifted by 0.5 0.5 0.5 of a step
self-consistency stop: 5e-08 eV per atom in the density residual
occupations: Fermi-Dirac, 0.05 eV
spin: none
net charge: 0

Cell vectors (angstrom)
a 10.888 0 0
b 0 10.888 0
c 0 0 36.0682

Atoms: element, x, y, z (angstrom)
Si 0.0219 -0.3867 -0.067
Si 2.4782 2.8419 0.0574
Si 0.1022 4.9439 -0.0659
Si 2.3703 8.444 0.0897
Si 5.4868 -0.1903 0.1833
Si 7.6644 2.7211 0.0224
Si 5.6459 5.1387 -0.0212
Si 7.7524 8.3786 0.2283
Si 1.2192 1.2501 1.2489
Si 4.0271 4.0601 1.3333
Si 1.1987 6.7155 1.1918
Si 3.8996 9.5451 1.4662
Si 6.6038 1.3477 1.5413
Si 9.3777 3.8897 1.2673
Si 6.697 6.6916 1.4173
Si 9.4458 9.4564 1.4243
Si -0.1033 2.615 2.6672
Si 2.5912 0.045 2.7698
Si -0.0704 8.0557 2.7022
Si 2.6428 5.4596 2.6297
Si 5.2952 2.747 2.827
Si 8.1152 -0.0021 2.7571
Si 5.3129 8.1033 2.7321
Si 8.147 5.3634 2.6974
Si 1.3027 4.0437 3.9861
Si 3.9688 1.3647 4.1505
Si 1.2827 9.4758 4.0652
Si 3.9838 6.7621 4.0944
Si 6.7616 4.0726 4.1006
Si 9.4827 1.3233 4.1238
Si 6.7419 9.4802 4.0582
Si 9.4759 6.7378 4.0879
Si -0.0379 -0.0415 5.4622
Si 2.6486 2.7511 5.4652
Si -0.0071 5.408 5.4133
Si 2.6758 8.1615 5.4424
Si 5.4095 -0.0112 5.4264
Si 8.1381 2.7181 5.4534
Si 5.4098 5.4445 5.4511
Si 8.13 8.1427 5.4309
Si 1.3346 1.3462 6.8118
Si 4.0709 4.0788 6.8189
Si 1.3338 6.7964 6.7972
Si 4.0767 9.5093 6.7883
Si 6.7876 1.349 6.7971
Si 9.53 4.0746 6.7937
Si 6.7887 6.803 6.8121
Si 9.5011 9.4941 6.8216
Si -0.0013 2.7279 8.1687
Si 2.7534 0.003 8.146
Si 0.0186 8.1749 8.195
Si 2.728 5.4706 8.1554
Si 5.4744 2.7326 8.1789
Si 8.1629 0.0055 8.1625
Si 5.4497 8.1804 8.1716
Si 8.208 5.4682 8.1507
Si 1.3904 4.0985 9.508
Si 4.1228 1.3488 9.5191
Si 1.4196 9.5564 9.5414
Si 4.1047 6.8124 9.5231
Si 6.8814 4.113 9.5192
Si 9.5511 1.3542 9.5191
Si 6.8196 9.5452 9.535
Si 9.5585 6.8158 9.5569
Si 0.0845 0.0708 10.8894
Si 2.7812 2.7421 10.8365
Si 0.076 5.4672 10.9037
Si 2.7957 8.1933 10.91
Si 5.4886 0.0208 10.9236
Si 8.2583 2.7511 10.8883
Si 5.5288 5.4973 10.8558
Si 8.2159 8.2244 10.8921
Si 1.4267 1.4874 12.2697
Si 4.2145 4.0459 12.1503
Si 1.4776 6.8038 12.2715
Si 4.128 9.566 12.3162
Si 6.8728 1.4269 12.238
Si 9.6927 4.0489 12.2751
Si 6.8303 6.903 12.2522
Si 9.6475 9.5724 12.2205
Si 0.2714 2.9301 13.7975
Si 2.7482 0.0765 13.596
Si 0.1335 8.1745 13.6174
Si 2.9676 5.454 13.5058
Si 5.5095 2.7237 13.6342
Si 8.3872 0.2351 13.5336
Si 5.534 8.3348 13.7514
Si 8.2241 5.3872 13.4477
Si 2.0572 4.032 15.1319
Si 3.9607 1.5287 14.9586
Si 1.1606 9.8528 14.8998
Si 4.4781 6.5887 14.8773
Si 6.6878 4.3715 14.8281
Si 9.9505 1.3165 14.9494
Si 7.4578 9.4337 14.7947
Si 9.2969 6.9939 14.7432
Si -13.7159 13.493 16.9716
Si -2.4637 25.7837 23.9439
Si -11.6146 19.2661 22.0573
Si -8.6568 14.3319 26.3456
Si 1.5969 0.0745 19.7195
Si 17.9756 5.9016 25.8417
Si 10.6635 4.9411 33.0035
Si 15.4593 -4.8248 22.3502
Si -2.0747 6.9406 31.335
Si -1.9794 -2.4803 17.2462
Si -19.0859 -26.936 32.1698
Si 10.2388 12.8249 31.8645
Si -14.5932 31.4695 19.093
Si 4.4852 -14.4902 34.0363
Si -16.1537 0.7647 17.4442
Si -0.317 -0.7473 24.6316
Si -7.4119 22.0522 22.0186
Si 4.6595 -6.4371 24.9244
Si -0.5222 0.8729 29.0429
Si -8.8156 11.6268 31.8526
Si -0.5669 -2.2368 29.5429
Si 8.641 0.5061 33.9287
Si 2.3391 22.0402 29.0446
Si 30.1848 0.4753 26.5866
Si 12.9476 6.9185 29.3477
Si -6.9442 -18.7697 31.5423
Si -26.4709 20.9212 21.9674
Si 1.7206 6.9086 22.8159
Si 11.3605 16.4673 27.2014
Si 4.2227 13.4415 28.6108
Si -7.4085 19.5987 27.7699
Si 11.1545 4.1932 23.003
Si 7.2921 8.5224 33.5178
Si 23.4043 -9.2753 23.9644
Si 5.8141 9.9406 26.4284
Si 9.5599 21.8834 20.3668
Si -3.4271 14.8134 19.5931
Si 4.0548 1.2692 33.8448
Si 14.7183 2.0056 19.6415
Si -14.0504 1.87 21.9444
Si 17.2731 -2.8037 24.0335
Si 19.8752 5.538 21.5502
Si 12.3666 29.7637 25.622
Si -2.1614 6.5467 28.3884
Si 5.9123 1.9709 26.239
Si -9.7648 -2.1873 17.6895
Si 4.6413 4.885 19.5111
Si 24.5121 17.0563 17.2934
O -1.2632 5.8168 -3.9232
O -1.5576 -2.8222 -7.683
O 1.9498 2.1031 -10.5905
O 10.0263 -6.9453 -11.9322
O -7.1291 5.7548 -17.5938
O -5.808 5.9374 -1.3315
O 7.6514 7.6343 -3.8537
O 12.5597 5.8218 -7.8206
O 1.0289 1.1334 -7.4472
O 18.6184 -0.7838 -2.5791
O 9.316 10.8006 -10.6795
O 3.6248 -3.9811 -3.3344
O 3.3939 7.9705 -1.0694
O 10.0223 12.7953 -5.8154
O 10.2413 5.1416 -1.5061
O -1.7572 7.0291 16.3907
O -2.6235 17.1806 29.9366
O -1.063 -2.7426 30.988
O 10.3934 8.8595 17.7045
O 1.7294 9.229 16.2848
O 1.5897 18.0469 17.8674
O 7.5374 3.8634 16.1109
O -15.7038 4.4109 18.9033
O 8.3144 3.1182 18.4743
O -2.9692 8.3453 18.5334
O 9.406 1.9813 16.3387
O 22.965 2.8592 22.9912
O 10.3416 26.3816 21.6387
O 10.0721 19.9355 23.5329
O 8.1269 9.5071 16.3037
O -0.5983 -0.6471 29.5724
O 9.9248 -5.3412 27.9428
O -7.7954 6.6222 22.0556
O 0.049 10.9677 15.3632
O 12.8662 -3.0733 24.1087
O 7.897 2.5793 23.3883
O -10.1399 29.5153 21.8289
O -1.7096 28.9016 21.765
O 3.1445 15.3415 25.4646
O 17.5756 -6.939 35.5535
O 6.9415 1.4565 16.849
O 7.424 18.0156 24.8268
O -15.0949 0.6671 22.0899
O 1.9915 4.9076 16.5367
O 13.0916 -4.7635 30.7095
O -5.2731 5.4958 15.3506
O 0.7897 -17.6493 26.5852
O 0.5192 -4.1211 26.099
O 5.5695 -19.2245 27.7213
O -4.8558 -0.6701 18.0653
O -5.3885 -5.317 25.7587
O 4.1771 1.396 21.0866
O -5.8655 12.5831 18.6047
O 3.7324 11.9452 28.9331
O -20.6386 16.3857 23.3419
O 4.5678 -18.5522 30.0579
O 26.8493 -5.2363 20.8714
O 3.7043 3.5964 19.8047
O -5.2538 30.7408 25.1576
O 23.0922 5.4488 32.9751
O -1.7491 1.2261 21.459
O 3.0246 -7.6763 27.7402
O 8.9396 1.298 32.5605
O 18.9918 -3.0182 34.7757
O 9.3311 -9.9004 27.8159
O -24.8295 4.5511 25.3426
O -13.5641 8.105 14.2413
O -0.8779 10.9246 34.6984
O 2.4606 20.8107 28.0463
O -7.2568 6.9854 16.2112
O 0.9052 -2.8446 29.3471
O -7.9148 2.7214 15.5253
O 6.6554 -1.3105 36.0238
O 0.0619 22.3502 19.7054
O -8.7171 10.6241 21.2049
O 5.6807 8.3211 33.6899
O -16.3559 -3.6739 23.0809
O -18.1355 -6.4529 32.1869
O 4.6229 4.7792 23.3404
O 13.43 2.2142 31.353
O 35.6503 11.8334 23.3925
O -3.8334 20.0445 23.0239
O -19.2981 23.068 19.103
O -10.4033 11.3621 23.9397
O 23.9723 -11.1426 30.587
O -3.5475 21.0667 26.9453
O -2.9183 1.6467 34.888
O 18.0738 13.8115 20.8383
O -2.5966 5.2099 20.1306
O 4.786 -8.753 32.6556
O 22.3205 0.9232 32.2903
O -11.9625 9.5333 20.9998
O -2.5506 10.8377 19.2949
O -15.3094 -1.4824 20.5024
O -3.3751 -4.5634 27.3452
O 8.038 5.0767 22.782
O 13.7382 -2.8755 26.4647
O 25.2275 18.54 28.99
O 16.0972 22.2921 26.0543
O -6.2932 31.7953 22.279
O 29.2887 12.6379 26.1229
O 13.8927 11.1589 33.0933
O -6.3186 0.6581 16.2124
O 3.1995 2.2858 34.7732
O 1.3537 -6.9508 35.6587
O 0.6246 9.3646 25.7036
O -5.5552 2.9897 25.1316
O 21.4259 14.307 32.4518
O 12.1063 -1.4285 35.5409
O -5.834 0.4211 34.7851
O 1.7383 9.609 18.8603
O 26.7605 9.2347 27.6136

Results
free energy: -68948.932 eV
free energy less fixed offsets of O -463.61, Si -117.95 eV per atom: -39.812 eV
pressure: 0.02 GPa
stress xx, yy, zz, yz, xz, xy (GPa, positive in tension): -0.14, 0.14, -0.05, 0.74, 1.62, -0.45

Forces (eV/angstrom), in the order of the atoms: element, x, y, z
Si 0.0263 0.0059 0.147
Si -0.0159 0.0136 0.0885
Si 0.009 -0.0081 0.1262
Si -0.0015 0.0034 0.0762
Si 0.0148 -0.0298 0.0963
Si 0.0022 0.0155 0.0883
Si 0.0199 -0.0281 0.1099
Si -0.0064 0.0037 0.1085
Si 0.0167 -0.0128 0.0061
Si 0.002 -0.0225 0.0007
Si 0.0209 -0.0004 0.0096
Si -0.0266 -0.0061 0.025
Si -0.0054 0.0108 -0.0039
Si 0.0131 0.0107 -0.0009
Si 0.0067 -0.0147 -0.0081
Si 0.0216 -0.0211 -0.0153
Si 0.0039 0.0009 0.0176
Si 0.0166 0.004 0.0038
Si -0.0126 0.0221 0.0153
Si 0.0147 0.0021 0.0235
Si -0.0083 -0.0167 0.0146
Si -0.0229 -0.0069 0.0134
Si 0.0169 0.0307 0.0094
Si -0.0148 0.0139 0.004
Si -0.0027 0.0078 0.0217
Si -0.0124 0.0122 0.0036
Si -0.0031 -0.0135 0.0097
Si -0.0202 0.004 -0.0015
Si 0.002 -0.0093 -0.0006
Si -0.0064 -0.0202 0.0051
Si -0.0025 0.0064 -0.005
Si 0.0153 -0.038 -0.0118
Si 0.0165 -0.0001 -0.0007
Si 0.001 -0.0008 0.0102
Si -0.004 0.0139 0.0083
Si -0.0054 0.0131 0.007
Si 0.0038 -0.0086 -0.0047
Si -0.0032 0.0168 0.0029
Si 0.0106 0 -0.0022
Si 0.0006 0.0024 -0.009
Si -0.0152 0.0008 0.0027
Si -0.0091 0.0053 0.0019
Si 0.0142 -0.0006 0.0073
Si -0.0213 -0.0238 0.0009
Si 0.008 0.0014 0.0011
Si 0.0003 -0.018 -0.0004
Si -0.0104 0.0044 -0.0059
Si -0.0038 -0.0112 -0.0058
Si 0.0155 -0.0087 0.0054
Si 0.0141 0.0325 0.0075
Si -0.0195 0.0094 -0.0141
Si 0.0154 -0.0029 0.0044
Si -0.0113 0.0078 0.0018
Si -0.0077 -0.0107 -0.0158
Si 0.0275 0.0206 -0.0084
Si 0.006 0.0125 -0.0064
Si 0.004 -0.0031 -0.0027
Si 0.0137 -0.0143 -0.0079
Si -0.0036 -0.0404 -0.0081
Si -0.0009 0.0187 -0.0016
Si 0.0092 -0.0103 -0.0043
Si -0.0308 -0.0014 -0.0123
Si 0.0191 -0.0168 0.0057
Si -0.0184 0.0296 0.0001
Si 0.0026 0.0361 0.0158
Si 0.0088 0.0058 -0.0126
Si 0.0007 0.0006 0.0137
Si 0.0117 0.008 0.0168
Si 0.0005 0.0044 0.0084
Si 0.0027 -0.0095 -0.0087
Si -0.0132 -0.0354 0.0091
Si -0.0363 0.0073 -0.0331
Si 0.0159 -0.0095 -0.0271
Si 0.0112 0.0125 -0.0032
Si 0.0027 0.0281 0.0077
Si -0.0059 0 -0.0011
Si 0.0021 -0.0042 -0.0105
Si -0.0272 -0.0245 -0.0054
Si 0.0198 0.0045 -0.0246
Si -0.0188 -0.0462 0.0163
Si -0.0049 -0.0012 0.0115
Si 0.0025 -0.0139 0.0337
Si 0.0278 -0.0085 0.045
Si 0.0191 -0.0057 0.0184
Si 0.0073 0.0043 0.0267
Si 0.0096 0.0374 0.0384
Si 0.0291 -0.0015 0.0342
Si -0.002 0.0497 -0.002
Si -0.055 -0.0328 -0.1645
Si 0.0001 0.0258 -0.1625
Si -0.0172 0.0055 -0.1141
Si 0.0133 0.043 -0.1126
Si -0.0111 -0.0259 -0.0995
Si 0.0473 0.0025 -0.1175
Si -0.1173 -0.069 -0.1084
Si 0.0629 0.0506 -0.1116
Si 0.0192 -0.0061 -0.2607
Si -0.0375 -0.0195 -0.0807
Si -0.022 0.0541 -0.1432
Si 0.0077 -0.0165 0.0784
Si 0.0118 -0.0167 -0.1945
Si 0.0331 0.028 0.0576
Si -0.027 -0.0009 0.2018
Si 0.0275 -0.0286 -0.1838
Si -0.0044 -0.0089 0.2469
Si 0.0067 -0.0232 -0.2674
Si 0.0182 0.0063 0.1978
Si -0.0303 0.0499 0.222
Si 0.0107 -0.0483 -0.2373
Si 0.0232 0.0055 0.184
Si -0.023 0.0643 -0.2594
Si -0.0016 -0.0216 -0.0417
Si 0.0017 0.018 -0.1789
Si -0.0065 0.0158 -0.035
Si 0.008 0.0242 0.1838
Si 0.0351 0.0211 0.2295
Si -0.0379 -0.0182 0.1768
Si -0.0061 -0.0153 0.2147
Si -0.0368 0.0152 0.1847
Si 0.0564 0.0201 0.0822
Si -0.0019 -0.0361 0.2153
Si -0.0065 -0.0055 0.2277
Si 0.0012 -0.0003 -0.1748
Si -0.0006 0.0276 -0.0969
Si -0.0144 0.0257 0.1208
Si -0.0047 0.0229 0.192
Si -0.045 -0.003 0.1107
Si -0.0087 0.0046 -0.0885
Si -0.0241 0.0412 0.1416
Si 0.0332 -0.0245 -0.0616
Si -0.0007 -0.0213 0.025
Si -0.0132 0.007 -0.1751
Si 0.0035 -0.0497 -0.2365
Si 0.02 -0.0136 0.2542
Si 0.0445 0.0096 -0.2009
Si -0.0057 0.0001 -0.1527
Si 0.0042 0.0194 -0.0815
Si -0.0539 -0.0098 -0.1846
Si 0.0155 -0.0152 0.0264
Si -0.0058 0.0262 0.1803
Si -0.0048 0.0181 0.0412
Si -0.0071 -0.058 -0.2725
Si -0.0616 -0.004 -0.2269
Si -0.0385 -0.0275 -0.2702
O -0.0237 0.0486 -0.0993
O -0.0104 -0.0161 -0.0663
O 0.0026 0.0033 0.0038
O 0.0044 -0.0124 0.033
O 0.0943 -0.046 0.1725
O -0.0499 0.0626 -0.1331
O 0.0386 -0.0442 -0.1247
O -0.0283 -0.0187 -0.0783
O 0.0117 0.0024 -0.0518
O 0.0058 0.0079 -0.0491
O 0.0013 0.0074 0.0005
O -0.0531 -0.0324 -0.1098
O 0.04 -0.026 -0.1164
O 0.0121 -0.0531 -0.1594
O -0.0151 -0.011 -0.167
O -0.0327 0.0464 0.1558
O -0.0117 -0.0216 -0.1646
O 0.0463 0.0477 -0.1085
O -0.0003 0.0005 0.1011
O 0.0095 -0.0047 0.1439
O -0.0187 0.0281 0.081
O 0.04 -0.048 0.1322
O 0.0043 0.0197 0.0743
O -0.0205 0.0582 0.1831
O -0.0667 0.0346 0.1231
O -0.0557 0.0272 0.1063
O 0.0077 0.0005 0.0328
O 0.0261 -0.0069 0.0681
O 0.0196 0.0173 0.0786
O 0.0918 -0.0347 0.1368
O 0.0139 0.0308 -0.0751
O 0.0293 -0.0129 -0.0608
O -0.0274 -0.0106 0.0575
O -0.011 -0.0088 0.0623
O -0.0085 0.0073 0.0221
O 0.0099 0.035 0.0734
O 0.0111 -0.0257 0.0525
O 0.0166 -0.0034 0.0477
O 0.0061 0.0089 -0.0103
O -0.0058 -0.007 -0.0436
O -0.0426 -0.0279 0.1182
O 0.0029 -0.0076 -0.0069
O 0.0109 0.002 0.0463
O 0.0099 0.052 0.1334
O -0.0315 0.0489 -0.172
O 0.0213 -0.0042 0.0924
O 0.0112 -0.0207 -0.0326
O 0.0034 0.0226 -0.0405
O 0.0354 -0.0178 -0.0704
O 0.0432 -0.0426 0.0997
O -0.0083 0.0004 -0.0022
O -0.0149 -0.0408 0.1113
O -0.0584 0.0282 0.1378
O 0.0066 0 -0.0556
O -0.0014 -0.0236 0.0242
O 0.0188 -0.0128 -0.1629
O -0.0008 0.0557 0.165
O 0.0019 -0.0076 0.072
O -0.0073 0.0045 0.0254
O 0.0505 0.0106 -0.1012
O -0.0159 0.0274 0.0749
O -0.0302 0.014 -0.0745
O 0.0195 0.0316 -0.1259
O -0.0057 0.0056 -0.0952
O -0.0575 -0.0216 -0.0932
O -0.0061 -0.0111 0.0039
O -0.0409 0.0095 0.0004
O -0.0805 0.0435 -0.1578
O 0.0295 -0.037 -0.0414
O -0.0504 -0.0189 0.1075
O 0.0327 -0.006 -0.0626
O 0.0064 0.0107 0.0841
O 0.0054 0.0113 -0.0601
O -0.0218 -0.011 0.0633
O 0.029 0.005 0.1102
O 0.0222 -0.0071 -0.0418
O 0 0.0057 0.0542
O 0.0128 -0.0318 -0.079
O -0.0058 -0.0231 0.0696
O 0.0019 0.0069 -0.0889
O -0.0422 0.0222 0.0922
O -0.0042 -0.0312 0.0712
O -0.022 -0.0138 0.0815
O -0.007 0.0034 0.0236
O 0.0079 -0.0273 -0.1594
O -0.0188 0.0017 -0.0203
O 0.0337 -0.0725 -0.1429
O 0.0144 -0.0418 0.1153
O 0.0485 0.0502 0.1211
O -0.0103 0.0398 -0.1522
O 0.0175 -0.0091 -0.0787
O 0.0096 -0.0532 0.0817
O 0.0505 0.021 0.1072
O -0.0452 0.0163 0.1478
O -0.0325 -0.0195 -0.073
O 0.0011 -0.0161 0.0643
O -0.0182 -0.0079 -0.0413
O 0.0206 0.0367 -0.0794
O 0.0032 -0.0011 -0.0178
O 0.0057 -0.0074 0.054
O 0.0013 0.0079 -0.0134
O -0.0463 -0.0115 -0.1385
O 0.073 -0.037 0.1601
O 0.0463 -0.0368 -0.1216
O -0.0154 0.0119 -0.0572
O -0.0029 0.0067 -0.0005
O 0.0093 -0.006 -0.0073
O 0.0137 -0.0593 -0.0949
O -0.0003 -0.0082 -0.0423
O -0.0472 0.0568 -0.1361
O 0.0101 0.0764 0.1334
O 0.029 0.0222 -0.0313
